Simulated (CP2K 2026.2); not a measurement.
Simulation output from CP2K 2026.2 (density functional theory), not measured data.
Periodic cell of 534 atoms, Si358O176, from a study of silicon, its oxide and their interface. The atomic structure is a simulated model.
Doubt: the forces sum to 1.87 eV/angstrom along one axis rather than to zero, so they err by at least 0.0035 eV/angstrom per atom on average; the grid cutoff is modest.

Settings: functional PBE; method Gaussian and plane waves; basis set DZVP-MOLOPT-SR-GTH; pseudopotentials GTH-PBE; grid cutoff 350 Ry, relative cutoff 50 Ry; k points Gamma only; occupations fixed; spin none; net charge 0.

Cell vectors (angstrom)
a 16.32 0 0
b 0 16.32 0
c -0.3458 -0.0886 35.4876

Atoms and the computed forces on them: element, x, y, z (angstrom), force x, y, z (eV/angstrom)
Si 0.359 15.907 0.037 -0.09 0.001 0.657
Si 2.651 2.671 0.491 0.045 -0.075 0.563
Si 0.376 4.784 0.007 -0.158 0.324 0.779
Si 1.812 8.335 35.475 0.28 -0.084 0.784
Si -0.206 10.765 35.468 -0.284 0.136 0.666
Si 2.57 13.711 0.311 -0.005 0.032 0.405
Si 4.821 0.568 0.016 0.222 -0.186 0.878
Si 7.761 3.09 0.048 0.098 -0.197 0.775
Si 5.463 5.237 0.035 -0.168 0.223 0.768
Si 7.896 8.116 0.156 0.175 0.008 0.661
Si 4.387 11.354 35.378 0.076 -0.19 0.734
Si 7.896 13.503 0.038 0.16 0.101 0.691
Si 10.816 15.934 35.476 -0.446 0.305 0.637
Si 13.287 2.957 0.025 -0.016 -0.081 0.745
Si 10.752 5.138 35.273 -0.189 0.152 0.71
Si 13.517 8.238 0.047 0.294 -0.256 0.571
Si 11.181 10.434 0.232 -0.331 0.241 0.723
Si 13.482 13.776 0.23 0.169 -0.311 0.634
Si 1.259 1.186 1.549 -0.045 -0.024 -0.061
Si 4.037 4.147 1.557 0.044 0.017 -0.055
Si 1.199 6.697 1.266 0.015 -0.034 -0.059
Si 3.833 9.612 1.194 0.039 -0.005 -0.079
Si 1.212 12.275 1.51 0.008 -0.02 -0.055
Si 3.997 15.134 1.437 0.039 0.03 -0.054
Si 6.61 1.466 1.311 0.018 -0.021 -0.072
Si 9.451 4.192 1.226 0.032 0.018 -0.029
Si 6.536 6.802 1.456 -0.012 -0.047 -0.051
Si 9.44 9.39 1.378 -0.039 0.04 -0.012
Si 6.512 12.206 1.345 -0.008 -0.061 -0.027
Si 9.399 14.931 1.188 -0.009 0.021 -0.052
Si 12.121 1.389 1.333 -0.003 -0.004 -0.057
Si 14.926 3.975 1.364 -0.023 -0.004 -0.081
Si 12.277 6.657 1.273 -0.016 0.023 -0.036
Si 14.951 9.572 1.32 0.018 0.03 -0.048
Si 12.232 12.159 1.417 -0.003 0.023 -0.008
Si 15.013 14.977 1.468 -0.007 0.032 -0.044
Si 16.174 2.6 2.789 0.002 -0.01 0.017
Si 2.641 16.287 2.936 0.034 -0.025 0.054
Si 16.205 8.093 2.68 -0.005 0.013 0.007
Si 2.596 5.515 2.766 -0.018 0.002 0.017
Si 16.206 13.586 2.891 0.001 0.001 0.008
Si 2.584 10.858 2.762 -0.002 -0.011 0.037
Si 5.386 2.754 2.851 -0.001 -0.011 0.027
Si 8.034 0.009 2.573 -0.007 -0.013 0.006
Si 5.189 8.258 2.669 -0.037 0.018 0.009
Si 8.079 5.485 2.694 -0.017 -0.007 0.02
Si 5.334 13.671 2.739 -0.019 0.003 0.04
Si 7.987 10.822 2.632 0.028 0.025 0.036
Si 10.721 2.745 2.65 -0.022 0.011 0.011
Si 13.546 0.055 2.704 -0.015 0.006 0.018
Si 10.867 8.038 2.682 -0.011 -0.038 0.012
Si 13.585 5.367 2.718 0.021 0.031 0.036
Si 10.751 13.569 2.635 -0.009 0.008 0.009
Si 13.579 10.833 2.777 0.026 0.029 0.039
Si 1.245 4.056 4.066 -0.009 0.006 -0.045
Si 4.005 1.39 4.192 0.01 -0.012 -0.01
Si 1.241 9.457 4.087 -0.008 0.007 -0.023
Si 3.931 6.874 4.112 0.027 0.028 0.015
Si 1.271 14.912 4.232 -0.004 0.029 0.007
Si 3.964 12.261 4.082 0.013 0.001 -0.027
Si 6.773 4.116 4.123 0 0.015 0.009
Si 9.376 1.361 4.002 -0.008 0.001 0.002
Si 6.654 9.505 4.046 -0.004 0.009 0.014
Si 9.446 6.79 4.083 0.009 -0.009 -0.002
Si 6.741 14.987 4.058 -0.03 0.049 0.005
Si 9.37 12.215 3.995 0.006 -0.024 -0.005
Si 12.142 4.041 4.042 -0.009 -0.01 -0.017
Si 14.821 1.334 4.186 0.009 -0.039 0.022
Si 12.163 9.46 4.059 -0.022 0.001 0.015
Si 14.853 6.786 4.093 -0.034 0.021 0.003
Si 12.136 14.95 3.994 0.008 -0.015 -0.007
Si 14.848 12.207 4.184 0.013 -0.027 0.017
Si 16.206 -0.017 10.899 0.009 -0.007 -0.007
Si 2.607 2.708 10.9 -0.012 -0.006 -0.001
Si 16.201 5.425 10.925 -0.008 0.01 0
Si 2.589 8.126 10.919 0.001 0.014 0.009
Si 16.2 10.86 10.898 0.001 -0.004 -0.007
Si 2.603 13.595 10.881 0.01 -0.001 -0.003
Si 5.327 0.001 10.868 0 0.009 -0.004
Si 8.045 2.712 10.887 -0.004 -0.011 -0.005
Si 5.325 5.409 10.893 0.022 -0.004 0.001
Si 8.064 8.14 10.882 0.015 -0.012 -0.002
Si 5.334 10.871 10.902 -0.007 0.022 0.01
Si 8.067 13.609 10.882 -0.019 0.003 0.002
Si 10.786 0.006 10.91 -0.011 -0.009 0.003
Si 13.48 2.709 10.932 -0.006 0.022 0.008
Si 10.771 5.434 10.887 -0.004 0.006 -0.007
Si 13.485 8.156 10.889 -0.004 0.003 -0.006
Si 10.792 10.87 10.876 0.009 -0.017 -0.005
Si 13.506 13.59 10.898 0.013 -0.015 0
Si 1.243 1.349 12.256 0.012 0.004 -0.005
Si 3.958 4.058 12.278 0.004 0.008 0.005
Si 1.232 6.771 12.307 -0.002 -0.01 0.012
Si 3.943 9.511 12.245 0.008 -0.017 0.011
Si 1.23 12.248 12.241 0.004 -0.009 -0.005
Si 3.96 14.963 12.226 -0.014 -0.005 -0.006
Si 6.659 1.368 12.238 -0.003 -0.012 0.001
Si 9.421 4.059 12.243 -0.01 0.012 0
Si 6.71 6.755 12.23 -0.02 0.018 -0.002
Si 9.436 9.504 12.231 -0.001 0.014 0
Si 6.709 12.25 12.234 0.019 0.007 0.006
Si 9.411 14.979 12.251 0.015 -0.003 0.006
Si 12.129 1.356 12.313 0.002 -0.005 0.019
Si 14.834 4.075 12.291 0.013 0 0.004
Si 12.131 6.797 12.248 0.009 0.008 -0.001
Si 14.855 9.49 12.264 -0.007 0.001 -0.003
Si 12.169 12.212 12.248 -0.016 0.013 0.004
Si 14.857 14.949 12.28 0.005 0.001 0.009
Si -0.121 2.695 13.625 0 -0.006 0.002
Si 2.604 -0.015 13.61 -0.006 0.008 0.008
Si 16.174 8.126 13.668 -0.006 0 0.013
Si 2.585 5.389 13.66 0 -0.011 0.02
Si -0.091 13.602 13.655 0.006 -0.012 -0.001
Si 2.558 10.873 13.595 -0.008 0.014 0.001
Si 5.297 2.682 13.649 0.002 -0.017 0.009
Si 8.033 0.041 13.59 -0.013 -0.002 0
Si 5.324 8.117 13.54 -0.003 -0.003 0.003
Si 8.054 5.384 13.611 0.019 -0.003 0.001
Si 5.333 13.617 13.572 0.006 -0.009 -0.001
Si 8.088 10.886 13.567 -0.009 0.006 -0.003
Si 10.758 2.741 13.666 -0.002 0.011 0.01
Si 13.512 -0.01 13.661 0.014 -0.012 0.005
Si 10.794 8.159 13.615 -0.018 0.001 -0.002
Si 13.467 5.453 13.643 -0.007 0.003 0.004
Si 10.804 13.605 13.556 0.004 -0.001 0.004
Si 13.538 10.865 13.637 0.009 -0.012 0.003
Si 1.223 3.999 15.034 0.003 0.014 0
Si 3.936 1.3 15.025 -0.021 0.009 0.001
Si 1.189 9.537 14.997 0.006 0.022 0.015
Si 3.978 6.788 14.941 0.056 0.033 -0.012
Si 1.266 14.984 15.019 -0.002 0.003 0.005
Si 3.956 12.244 14.888 -0.002 0.008 -0.006
Si 6.678 4.03 14.991 -0.007 0 0.006
Si 9.334 1.412 15 -0.014 0 0.005
Si 6.69 9.498 14.841 0.014 0.001 -0.045
Si 9.434 6.757 14.932 -0.001 -0.01 0.002
Si 6.68 14.999 14.932 -0.007 0.01 0
Si 9.477 12.25 14.91 -0.008 -0.032 -0.029
Si 12.13 4.11 15.036 0.009 -0.001 0.006
Si 14.877 1.354 15.033 -0.002 0.014 -0.004
Si 12.18 9.502 14.989 0.01 0 0.016
Si 14.814 6.763 15.063 0.003 0.003 0.014
Si 12.123 14.935 14.973 -0.013 -0.034 -0.008
Si 14.896 12.224 15.026 0.021 0.005 0.004
Si -0.082 0.013 16.439 0.027 0.007 0.008
Si 2.53 2.583 16.422 0.005 -0.043 0.014
Si -0.151 5.345 16.395 -0.003 -0.029 0.021
Si 2.62 8.184 16.253 -0.003 0.004 -0.022
Si -0.102 10.889 16.481 -0.018 -0.033 0.057
Si 2.692 13.624 16.306 0.028 -0.027 -0.027
Si 5.348 -0.015 16.392 0.027 -0.032 0.001
Si 7.977 2.724 16.48 0.002 0.01 0.038
Si 5.309 5.401 16.301 -0.014 0.018 0.006
Si 8.037 8.141 16.175 -0.023 0.024 -0.005
Si 5.311 10.835 16.163 0.014 -0.002 0.003
Si 8.081 13.621 16.19 0.011 -0.011 -0.009
Si 10.709 0.002 16.248 0.021 0.001 -0.01
Si 13.509 2.733 16.369 -0.011 0.015 0.008
Si 10.757 5.47 16.412 -0.011 0.05 -0.012
Si 13.475 8.155 16.45 -0.024 0.021 0.005
Si 10.861 10.933 16.294 -0.014 0.037 0.012
Si 13.5 13.578 16.341 -0.01 0.012 -0.027
Si 1.289 1.21 17.991 0.059 0.02 0.058
Si 3.915 4.007 17.625 0.048 0.039 -0.019
Si 1.285 6.789 17.557 0.02 0.003 -0.027
Si 3.962 9.573 17.602 -0.031 0.001 -0.021
Si 1.394 12.321 17.712 -0.018 -0.002 -0.014
Si 4.127 14.825 17.756 -0.008 -0.033 0.001
Si 6.573 1.345 17.884 -0.048 0.021 0.01
Si 9.341 4.179 17.788 -0.036 -0.015 0.002
Si 6.682 6.833 17.567 -0.005 0.01 -0.068
Si 9.44 9.501 17.444 -0.003 -0.009 -0.027
Si 6.726 12.183 17.406 0.023 -0.005 -0.046
Si 9.35 14.989 17.606 -0.006 -0.001 -0.047
Si 12.021 1.388 17.581 -0.002 0.005 -0.02
Si 14.88 3.953 17.875 -0.002 -0.016 -0.024
Si 12.082 6.824 17.851 0.013 0.009 0.023
Si 14.784 9.525 17.879 0.048 0.045 -0.002
Si 12.204 12.248 17.777 0.003 -0.049 -0.007
Si 14.785 14.989 17.694 -0.012 -0.006 0.01
Si -0.138 2.533 19.449 -0.051 -0.006 0.054
Si 2.824 16.036 19.259 -0.023 0.024 0.075
Si 0.047 8.13 18.98 0.003 0.017 0.013
Si 2.531 5.357 18.911 -0.025 -0.028 0.047
Si -0.095 13.66 18.966 -0.007 0.004 0.06
Si 2.888 11.051 19.095 0.045 0.043 0.022
Si 5.115 2.768 19.205 0.022 -0.017 0.007
Si 7.99 16.201 19.119 -0.012 0.002 0.069
Si 5.254 8.127 18.882 -0.005 -0.029 0.064
Si 7.985 5.642 19.097 0.031 0 0.03
Si 5.59 13.403 18.983 -0.032 0.019 0.104
Si 8.054 10.833 18.699 -0.004 0.005 0.054
Si 10.677 2.696 19.015 -0.007 -0.017 0.044
Si 13.309 0.023 18.956 -0.011 -0.001 0.024
Si 10.618 8.321 19.04 0.047 -0.038 0.058
Si 13.462 5.383 19.166 -0.003 0.002 0.071
Si 10.748 13.676 18.94 0.036 0.011 0.051
Si 13.38 10.891 19.389 0.017 0.002 0.053
Si 1.068 4.334 20.482 0.089 -0.295 -0.662
Si 3.783 1.36 20.706 0.003 -0.1 -0.768
Si 1.306 9.792 20.166 0.158 -0.289 -0.598
Si 4.063 6.553 20.174 -0.012 0.149 -0.736
Si 1.316 14.706 20.548 0.137 0.027 -0.724
Si 4.741 11.865 20.549 -0.364 0.062 -0.723
Si 6.35 4.495 20.295 -0.033 -0.192 -0.768
Si 9.452 1.17 20.354 -0.118 0.172 -0.7
Si 6.708 9.502 20.039 -0.073 -0.009 -0.53
Si 8.963 7.397 20.447 0.053 -0.247 -0.716
Si 7.172 14.371 20.409 -0.04 0.202 -0.739
Si 9.35 12.219 20.028 0.023 0 -0.564
Si 12.241 3.741 20.394 0.03 0.195 -0.699
Si 14.309 1.346 20.587 0.405 -0.076 -0.643
Si 11.432 9.954 20.567 0.323 -0.065 -0.756
Si 15.185 6.564 20.254 -0.113 0.044 -0.713
Si 11.695 15.319 20.327 0.067 -0.221 -0.778
Si 15.289 11.992 20.305 -0.551 0.145 -0.624
Si 15.048 13.441 24.427 0.105 -0.106 -0.212
Si 5.563 13.754 22.847 -0.15 -0.002 -0.27
Si 15.638 1.54 24.635 0.047 -0.017 -0.072
Si 2.857 6.895 24.758 0.028 0.09 -0.037
Si 0.568 12.817 22.578 0.132 0.076 -0.363
Si 3.32 15.375 27.628 -0.057 0.067 -0.06
Si 3.901 15.942 24.507 -0.021 0.088 -0.255
Si 7.958 2.972 22.516 0.027 -0.147 -0.038
Si 1.574 3.039 30.64 -0.05 0.166 0.136
Si 6.509 8.486 26.773 0.072 -0.14 -0.067
Si 1.526 0.532 22.638 0.143 -0.054 -0.267
Si 1.373 13.387 28.714 -0.121 -0.032 -0.082
Si 5.11 2.115 23.286 -0.072 0.146 -0.171
Si 14.893 6.452 25.429 0.04 0.001 0.022
Si 11.79 6.203 24.977 0.135 0.029 -0.181
Si 10.546 8.143 22.857 0.117 -0.07 -0.266
Si 7.489 12.419 24.994 -0.127 -0.004 -0.129
Si 13.374 15.575 22.754 0.098 0.138 -0.227
Si 0.581 3.945 25.672 0.029 0.073 -0.155
Si 7.328 6.128 28.211 -0.067 0.008 0.091
Si 2.317 8.116 22.349 -0.011 0.058 -0.095
Si 4.603 6.226 27.055 -0.043 -0.072 0.011
Si 0.071 10.542 28.369 0.089 -0.022 0.067
Si 2.595 4.186 23.308 0.195 -0.124 -0.148
Si 11.356 2.389 26.872 0.002 0.098 -0.009
Si 6.834 5.452 31.252 -0.031 -0.053 0.193
Si 6.188 11.437 27.513 0.079 0.119 0.054
Si 4.231 13.047 29.186 0.042 0.166 0.012
Si 8.802 13.62 29.49 -0.02 -0.055 -0.054
Si 10.86 3.84 23.089 -0.128 0.039 -0.188
Si 10.117 5.089 27.199 0.083 -0.095 -0.022
Si 11.428 3.848 29.443 0.017 -0.089 -0.091
Si 0.54 8.499 26.269 0.013 -0.045 -0.134
Si 10.702 10.473 27.104 0.069 0.054 -0.042
Si 14.649 15.466 26.425 0.008 0.007 -0.036
Si 15.515 7.984 22.761 0.119 0.152 -0.189
Si 15.295 1.586 30.522 -0.185 -0.078 0.003
Si -0.142 9.007 30.968 -0.138 -0.059 0.191
Si 1.787 7.369 32.473 0.049 0.065 0.158
Si 15.325 14.988 29.351 -0.12 0.014 0.14
Si 15.972 10.604 23.998 0.021 0.072 -0.082
Si 3.742 1.847 29.161 -0.072 -0.053 0.014
Si 10.729 15.922 29.936 0.081 0.062 0.099
Si 2.502 4.374 28.17 0.014 -0.051 0.035
Si 7.822 1.444 32.916 -0.092 0.001 0.073
Si 6.333 13.556 31.223 0.247 -0.024 0.263
Si 8.715 9.482 24.94 0.015 -0.022 0.03
Si 11.592 15.818 27.087 -0.004 -0.005 0.055
Si 12.755 1.777 24.228 -0.035 -0.046 -0.071
Si 8.43 12.117 32.925 0.008 0.008 0.114
Si 13.462 10.021 28.495 -0.035 -0.005 0.205
Si 8.15 9.278 31.934 -0.012 -0.092 0.239
Si 9.778 13.449 26.565 -0.016 -0.068 0.071
Si 14.15 4.348 30.228 0.247 -0.03 -0.123
Si 6.348 2.515 30.609 -0.041 -0.012 0.158
Si 11.867 10.498 33.12 -0.113 -0.136 0.182
Si 0.015 4.825 32.446 0.143 -0.045 0.247
Si 13.471 12.633 30.378 -0.056 -0.06 0.189
Si 4.543 6.744 32.91 0.021 -0.091 0.174
Si 9.216 2.055 30.402 -0.057 -0.088 0.159
Si 5.737 9.408 33.649 -0.008 0.108 0.063
Si 8.844 6.517 33.227 0.164 -0.006 0.101
Si 6.255 15.428 33.559 0.028 -0.007 0.198
Si 8.705 10.723 29.325 -0.014 0.047 0.188
Si 11.089 13.051 31.808 -0.092 -0.022 0.003
Si 11.828 15.762 32.787 -0.111 0.011 0.096
Si 13.624 8.298 32.489 0.06 0.082 0.195
Si 14.23 7.246 29.858 -0.092 0.025 -0.021
Si 14.453 0.981 33.446 0.013 -0.082 0.215
Si 14.325 12.08 33.424 0.111 0.015 -0.076
O 15.685 0.255 34.223 0.087 0.118 -0.185
O 11.73 14.152 32.804 0.337 -0.182 0.443
O 1.252 3.612 35.234 0.146 0.05 -0.477
O 3.328 1.6 35.115 -0.214 0.166 -0.26
O 14.268 5.708 29.281 -0.243 -0.055 -0.571
O 15.806 4.859 33.972 -0.284 -0.15 -0.208
O 2.046 7.601 34.048 0.193 -0.409 0.044
O 0.824 9.571 35.056 0.172 0.142 -0.44
O 13.274 10.912 33.805 0.099 -0.442 0.356
O 15.72 11.519 34.051 0.44 0.176 -0.24
O 3.268 12.539 35.027 -0.012 0.07 -0.271
O 1.131 14.67 35.039 -0.171 0.124 -0.321
O 7.626 -0.024 33.561 0.5 -0.109 0.04
O 4.979 -0.039 34.044 -0.333 0.162 -0.506
O 8.041 2.471 34.13 0.457 0.069 -0.088
O 11.527 -0.028 31.285 0.065 0.506 -0.114
O 4.449 5.656 34.115 -0.473 -0.151 -0.214
O 6.276 4.086 35.083 0.152 -0.077 -0.458
O 7.961 6.904 34.527 -0.049 -0.519 -0.041
O 6.766 9.255 34.892 0.163 0.543 0.018
O 4.71 8.175 33.65 -0.519 -0.021 0.008
O 4.944 10.795 33.926 -0.129 0.215 -0.706
O 8.341 12.409 34.511 0.118 -0.337 0.08
O 6.467 14.258 34.64 -0.439 0.115 -0.055
O 10.769 0.047 33.883 -0.285 0.436 -0.342
O 13.112 15.893 26.585 -0.177 0.36 0.055
O 13.766 2.157 34.31 0.262 -0.01 -0.086
O 10.199 5.854 33.874 0.307 0.261 -0.267
O 11.856 3.963 34.899 -0.017 0.004 -0.451
O 13.55 7.148 31.351 -0.342 -0.524 -0.134
O 11.849 9.097 35.387 -0.189 -0.219 0.033
O 9.543 13.09 32.296 -0.105 0.486 -0.037
O 13.767 7.773 34.033 0.395 -0.404 -0.029
O 13.905 13.361 34.315 0.24 0.24 -0.142
O 11.96 14.775 35.452 0.075 0.048 0.102
O 1.611 3.626 24.456 0.061 -0.532 0.198
O 1.952 4.071 21.826 0.139 -0.101 0.1
O 4.966 1.33 21.851 0.547 -0.432 -0.191
O 2.505 16.118 23.694 -0.309 -0.513 0.148
O 2.136 9.509 21.558 0.467 0.45 0.268
O 0.032 10.762 20.46 0.005 -0.237 0.246
O 5.198 5.551 20.821 0.08 0.041 0.634
O 3.182 7.175 21.375 0.121 -0.125 0.32
O 0.775 15.813 21.635 -0.384 0.328 0.246
O 1.683 13.41 21.55 0.339 -0.456 0.178
O 4.651 12.695 21.979 -0.558 0.041 0.564
O 4.422 14.461 28.403 0.334 0.179 -0.185
O 7.254 4.067 21.573 0.287 0.297 0.081
O 4.05 3.393 23.337 -0.006 0.34 0.072
O 8.605 1.768 21.63 0.046 -0.307 0.32
O 6.7 2.489 23.458 0.142 -0.039 0.382
O 8.308 13.229 20.837 -0.138 -0.208 0.619
O 5.979 5.491 27.524 0.018 -0.632 -0.156
O 9.806 7.09 21.835 0.305 -0.551 0.132
O 7.772 8.5 20.835 0.126 0.113 0.575
O 6.375 14.709 21.801 -0.084 0.652 0.363
O 2.42 1.501 21.657 -0.216 0.071 -0.016
O 5.75 10.582 20.873 -0.056 -0.185 0.134
O 10.35 11.183 20.856 -0.179 -0.13 0.314
O 13.292 6.204 25.621 -0.202 0.061 0.549
O 11.305 4.332 21.604 -0.265 0.499 0.046
O 13.318 2.619 20.954 -0.01 0.008 0.131
O 14.325 0.279 21.865 0.302 -0.015 0.166
O 14.649 7.487 21.492 -0.406 0.442 0.009
O 11.506 9.152 21.999 0.492 -0.297 0.481
O -0.113 5.417 20.846 -0.169 -0.246 0.391
O 9.323 8.924 23.563 -0.493 0.269 -0.111
O 12.376 14.822 21.719 -0.184 -0.559 0.535
O 10.606 0.116 20.851 -0.218 0.031 0.349
O 15.444 12.701 21.778 -0.56 0.244 0.325
O 14.041 14.332 23.528 -0.08 -0.348 -0.237
O -0.174 2.523 25.817 -0.013 -0.262 0.521
O 14.943 11.797 24.451 -0.48 -0.158 0.378
O 1.436 4.361 26.966 -0.056 0.056 0.168
O 0.401 1.343 23.445 -0.2 0.321 -0.182
O 2.537 5.771 23.632 -0.092 0.267 -0.377
O 15.773 5.089 25.437 -0.14 -0.06 0.032
O 3.983 6.039 25.563 0.402 -0.176 -0.322
O 3.109 8.188 23.776 0.125 0.438 0.219
O 8.926 13.811 27.9 -0.498 0.069 -0.15
O 0.885 11.366 23.234 0.526 -0.466 0.184
O 1.949 14.477 27.63 -0.375 -0.028 -0.577
O 4.965 12.996 30.614 -0.26 -0.043 0.162
O 4.673 14.701 23.805 0.048 -0.058 0.015
O 3.269 0.462 28.46 -0.024 -0.073 0.209
O 4.724 1.025 24.42 0.076 0.206 0.435
O 10.774 0.877 26.819 -0.416 -0.154 -0.38
O 1.667 4.271 29.565 -0.275 0.337 -0.11
O 3.455 3.054 28.103 0.436 0.08 -0.287
O 7.398 11.262 28.561 -0.229 -0.043 0.165
O 6.012 9.991 26.889 -0.172 -0.157 -0.352
O 7.301 13.921 29.979 -0.319 0.483 -0.33
O 4.84 11.886 28.248 -0.368 -0.239 -0.251
O 0.427 14.275 29.695 0.186 0.131 0.667
O 9.284 12.121 29.926 0.509 0.001 0.166
O 3.677 15.649 26.076 -0.193 0.127 0.206
O 9.241 3.668 23.254 -0.211 0.415 0.302
O 15.543 7.535 26.473 -0.186 -0.015 0.416
O 14.997 7.113 23.981 -0.36 -0.293 -0.132
O 8.573 5.398 27.507 -0.145 -0.465 -0.268
O 10.267 3.57 26.587 -0.275 -0.029 -0.143
O 15.237 9.567 22.983 -0.287 0.026 -0.316
O 11.492 7.433 23.964 0.394 0.005 -0.052
O 7.027 12.459 32.185 -0.446 -0.275 0.105
O 6.557 12.457 26.324 -0.377 0.305 0.268
O 0.22 13.781 23.837 0.245 0.586 0.528
O 10.847 14.62 26.318 0.242 0.04 -0.354
O 15.394 15.527 27.836 0.254 0.281 -0.002
O 1.125 3.688 32.061 0.356 -0.374 0.199
O 5.048 7.775 26.88 -0.415 0.302 -0.005
O 2.981 2.241 30.555 0.311 -0.307 0.433
O 0.773 7.651 22.578 0.05 -0.246 0.058
O 0.66 6.27 32.195 -0.295 0.259 -0.242
O 3.43 5.715 28.067 -0.014 0.264 0.237
O 1.728 7.465 25.799 -0.093 -0.045 0.416
O 0.913 9.354 27.609 0.574 0.027 0.018
O 14.881 10.365 27.783 -0.166 0.351 -0.73
O 14.974 0.031 30.169 -0.066 -0.21 0.112
O 6.493 1.713 32.015 -0.588 -0.288 0.278
O 10.189 3.318 30.31 -0.23 0.387 0.502
O 12.509 2.331 25.738 0.219 -0.009 0.055
O 7.353 5.946 29.811 0.421 0.431 -0.05
O 6.056 4.052 31.029 -0.326 0.129 0.233
O 8.022 10.923 24.702 -0.198 -0.106 -0.348
O 7.355 7.734 27.942 0.6 0.469 0.397
O 2.666 12.803 29.489 -0.02 -0.397 0.418
O 7.545 8.479 25.501 0.017 -0.375 -0.314
O 6.631 12.946 23.746 0.457 -0.237 0.201
O 8.777 13.358 25.3 -0.008 0.541 -0.548
O 14.306 2.182 23.956 0.062 0.23 -0.329
O 11.598 2.423 23.311 -0.267 -0.551 0.043
O 11.94 2.73 28.358 0.659 -0.272 0.297
O 10.72 6.198 26.194 -0.342 0.644 -0.03
O 12.567 4.222 30.507 -0.384 0.189 0.591
O 13.345 11.181 29.646 -0.214 -0.235 0.053
O 12.251 10.12 27.415 -0.081 0.063 -0.368
O 0.251 9.656 25.161 0.258 -0.013 0.177
O 9.841 10.083 28.407 0.072 -0.587 0.035
O 10.562 12.052 26.782 0.139 0.171 0.007
O 14.268 13.777 29.549 -0.333 0.071 -0.385
O 14.823 13.934 25.937 -0.159 -0.319 0.385
O 14.568 2.836 29.731 0.073 -0.207 -0.61
O 11.504 4.855 24.145 0.044 0.083 -0.007
O 9.767 14.665 30.256 -0.215 -0.17 0.359
O 0.532 1.874 30.236 0.441 -0.335 -0.105
O 0.604 12.067 28.112 -0.308 0.221 -0.205
O 11.52 11.501 31.94 -0.2 -0.44 -0.528
O 15.031 4.637 31.536 -0.302 0.037 0.134
O 3.223 6.806 31.974 0.081 -0.206 -0.768
O 14.24 12.435 31.836 0.15 -0.142 -0.007
O 14.976 1.695 32.104 0.295 0.556 0.164
O 15.768 7.743 30.029 0.498 -0.325 -0.409
O 14.937 9.203 32.042 0.05 0.245 -0.011
O 9.791 0.845 29.522 -0.056 0.098 -0.419
O 5.294 1.837 29.606 0.313 -0.322 -0.162
O 7.769 2.478 29.839 0.156 0.125 -0.834
O 11.673 15.583 28.686 0.567 -0.331 0.022
O 1.256 8.709 31.734 0.289 0.406 0.022
O 5.777 6.468 31.919 0.226 0.267 -0.045
O 9.091 1.571 31.94 0.653 -0.211 0.166
O 8.107 5.415 32.281 0.106 -0.293 0.061
O 5.987 14.873 32.082 -0.426 0.344 -0.228
O 0.066 10.283 29.985 -0.113 0.637 0.253
O 8.734 10.559 32.701 0.356 -0.17 0.291
O 8.334 9.563 30.367 -0.034 -0.445 -0.457
O 11.972 13.296 30.45 -0.174 0.142 -0.621
O 15.332 0.119 25.334 0.011 -0.284 -0.022
O 13.338 16.184 33.141 0.176 -0.44 0.06
O 6.562 9.286 32.269 -0.201 -0.244 -0.333
O 8.94 7.92 32.378 0.494 -0.03 -0.191
O 10.961 5.141 28.586 -0.015 0.433 0.097
O 13.478 8.471 29.057 -0.298 -0.095 -0.171
O 12.64 0.188 23.871 -0.432 -0.076 0.276
O 10.018 9.628 25.908 0.506 -0.349 -0.097
O 10.679 10.816 34.171 -0.383 0.148 -0.38
O 12.182 9.065 32.448 -0.427 -0.139 -0.136
Si 16.202 16.301 5.518 0.001 -0.006 0.013
Si 2.606 2.748 5.485 -0.017 -0.003 0.018
Si 16.214 5.417 5.446 0 0 -0.014
Si 2.591 8.17 5.507 -0.008 -0.009 0.02
Si 16.226 10.829 5.479 0.012 -0.013 0.005
Si 2.635 13.549 5.531 -0.001 -0.015 0.021
Si 5.379 -0.008 5.473 0.005 -0.016 0
Si 8.081 2.705 5.453 0.016 -0.015 0.008
Si 5.346 5.484 5.422 -0.018 -0.006 -0.01
Si 8.044 8.155 5.409 -0.01 0.017 0.005
Si 5.34 10.894 5.432 -0.008 -0.017 -0.018
Si 8.071 13.59 5.411 0.003 0 -0.011
Si 10.768 -0.004 5.367 0.004 0.014 -0.017
Si 13.459 2.715 5.482 -0.015 0.015 0.015
Si 10.791 5.405 5.429 0.015 0.004 -0.012
Si 13.495 8.128 5.461 0.01 0.016 0.023
Si 10.754 10.855 5.369 0.012 0.004 -0.009
Si 13.453 13.604 5.443 -0.012 0.028 0
Si 1.246 1.371 6.84 -0.001 -0.008 0.001
Si 3.986 4.115 6.805 0.001 0.009 -0.006
Si 1.24 6.776 6.832 0.015 0.018 -0.002
Si 3.983 9.535 6.821 -0.014 0.011 -0.003
Si 1.258 12.188 6.854 0.014 -0.013 0.002
Si 4.002 14.951 6.832 0.008 -0.001 -0.006
Si 6.719 1.36 6.826 -0.006 0.012 -0.004
Si 9.441 4.058 6.81 0 -0.018 -0.001
Si 6.699 6.811 6.806 0.016 -0.016 -0.007
Si 9.404 9.519 6.771 -0.001 -0.001 -0.001
Si 6.706 12.244 6.794 -0.004 0.007 0
Si 9.432 14.955 6.768 0.004 -0.004 -0.006
Si 12.1 1.334 6.803 -0.007 -0.002 0.004
Si 14.843 4.076 6.82 -0.018 0.003 -0.004
Si 12.133 6.768 6.808 -0.01 0.016 0.004
Si 14.849 9.488 6.827 -0.009 0.001 -0.003
Si 12.098 12.22 6.774 -0.008 0.003 -0.004
Si 14.823 14.935 6.837 0.008 -0.008 0.003
Si 16.195 2.718 8.197 0.011 0.009 -0.002
Si 2.617 -0.004 8.171 -0.004 0 -0.009
Si 16.202 8.134 8.193 -0.013 0 0.001
Si 2.614 5.436 8.191 -0.003 0 -0.003
Si 16.202 13.571 8.176 -0.005 -0.008 -0.007
Si 2.623 10.854 8.213 0.009 -0.002 0.007
Si 5.335 2.726 8.156 0.007 -0.014 -0.008
Si 8.081 -0.013 8.16 -0.007 0.003 -0.005
Si 5.335 8.159 8.179 0.007 0.013 -0.007
Si 8.059 5.428 8.15 -0.013 0.004 -0.007
Si 5.353 13.588 8.181 -0.004 0.006 0.001
Si 8.06 10.876 8.159 0.005 0.007 -0.001
Si 10.774 2.701 8.186 -0.002 0.007 0.002
Si 13.473 -0.007 8.183 -0.009 -0.016 -0.004
Si 10.765 8.15 8.139 0.001 -0.005 -0.006
Si 13.49 5.427 8.189 0.004 -0.005 0
Si 10.772 13.595 8.155 0.005 0 -0.007
Si 13.477 10.874 8.147 0.002 -0.009 -0.009
Si 1.245 4.076 9.552 0.01 0.007 0.004
Si 3.97 1.367 9.52 0.002 0.006 -0.004
Si 1.246 9.49 9.553 0.012 -0.006 -0.004
Si 3.97 6.794 9.548 -0.01 -0.004 0.003
Si 1.243 14.952 9.521 0.002 -0.008 -0.008
Si 3.983 12.235 9.543 -0.005 -0.004 0.001
Si 6.696 4.074 9.519 -0.002 0.002 -0.006
Si 9.416 1.347 9.543 0.007 0 0.002
Si 6.7 9.517 9.534 -0.008 -0.006 0.008
Si 9.417 6.788 9.511 0.001 0.009 -0.009
Si 6.709 14.961 9.523 0.004 -0.014 -0.001
Si 9.421 12.238 9.523 -0.002 0.017 0.012
Si 12.136 4.06 9.546 0.001 -0.013 0.005
Si 14.833 1.352 9.554 -0.012 -0.002 0.006
Si 12.13 9.505 9.506 -0.006 0.009 -0.008
Si 14.847 6.781 9.555 0 0.014 -0.002
Si 12.128 14.946 9.544 0.008 0.004 0.009
Si 14.84 12.216 9.53 -0.005 0.001 -0.005

Results
total energy: -115455.712 eV
total energy less fixed offsets of O -438.35, Si -107.03 eV per atom: 10.628 eV
